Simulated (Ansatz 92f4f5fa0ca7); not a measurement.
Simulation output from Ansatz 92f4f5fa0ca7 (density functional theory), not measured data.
Periodic cell of 237 atoms, Si142O89As6, from a study of silicon, its oxide and their interface. The atomic structure is a simulated model.
Doubt: the cutoff is far below the 930 eV that the study's wrapper takes by default for these files, so forces and energies are approximate.
This geometry differs little from another in the collection (a relaxation step or a small displacement).

Settings: functional PBE; potential files Ansatz PAW; basis plane waves; wave-function cutoff 580 eV; density cutoff ratio 5; exchange-correlation grid ratio 1; k mesh 1 x 1 x 1, Gamma-centred; self-consistency stop 5e-08 eV per atom in the density residual; occupations fixed; spin none; net charge 0.

Cell vectors (angstrom)
a	11.6015	0	0
b	0	10.938	0
c	0	0	33.0242

Atoms: element, x, y, z (angstrom)
Si	0.191	0.1024	24.2293
Si	3.7295	-0.0404	24.4007
As	7.7964	-0.2906	24.1374
As	2.041	1.673	24.1986
Si	5.822	1.0992	24.4176
Si	9.642	1.3412	24.1524
Si	0.3797	5.4558	24.4102
Si	4.3026	5.6027	24.5642
Si	7.9266	5.7792	24.2481
Si	2.2476	6.8264	24.6172
As	5.9947	7.2463	24.2714
Si	10.0233	6.8343	24.345
Si	2.0229	2.7516	26.3143
Si	5.8813	2.6616	26.2358
Si	9.7204	2.7003	26.138
Si	0.0737	4.0433	26.2589
Si	3.9934	4.0798	26.3366
Si	7.7875	4.0969	26.0372
Si	2.0127	8.2589	26.4441
Si	5.9131	8.2933	26.3769
Si	9.8269	8.2744	26.2296
Si	0.1087	9.6838	26.2377
Si	3.9218	9.5853	26.3573
Si	7.8664	9.6073	26.2938
Si	0.0597	0.0458	28.2028
Si	3.947	0.0497	28.2359
Si	7.833	0.0212	28.2121
Si	2.0041	1.3778	28.2162
Si	5.8998	1.3699	28.2075
Si	9.7306	1.4092	28.1592
Si	0.0192	5.4498	28.1819
Si	3.9288	5.482	28.2273
Si	7.7903	5.4326	28.089
Si	1.9596	6.7901	28.2571
Si	5.8739	6.8293	28.2101
Si	9.7119	6.8435	28.1482
Si	1.9336	2.7345	30.125
Si	5.8008	2.7345	30.125
Si	9.6679	2.7345	30.125
Si	0	4.1018	30.125
Si	3.8672	4.1018	30.125
Si	7.7343	4.1018	30.125
Si	1.9336	8.2035	30.125
Si	5.8008	8.2035	30.125
Si	9.6679	8.2035	30.125
Si	0	9.5708	30.125
Si	3.8672	9.5708	30.125
Si	7.7343	9.5708	30.125
Si	0	0	32.0586
Si	3.8672	0	32.0586
Si	7.7343	0	32.0586
Si	1.9336	1.3673	32.0586
Si	5.8008	1.3673	32.0586
Si	9.6679	1.3673	32.0586
Si	0	5.469	32.0586
Si	3.8672	5.469	32.0586
Si	7.7343	5.469	32.0586
Si	1.9336	6.8362	32.0586
Si	5.8008	6.8362	32.0586
Si	9.6679	6.8362	32.0586
Si	1.9336	2.7345	0.9679
Si	5.8008	2.7345	0.9679
Si	9.6679	2.7345	0.9679
Si	0	4.1018	0.9679
Si	3.8672	4.1018	0.9679
Si	7.7343	4.1018	0.9679
Si	1.9336	8.2035	0.9679
Si	5.8008	8.2035	0.9679
Si	9.6679	8.2035	0.9679
Si	0	9.5708	0.9679
Si	3.8672	9.5708	0.9679
Si	7.7343	9.5708	0.9679
Si	-0.072	-0.0016	2.8735
Si	3.7967	-0.0554	2.9638
Si	7.6822	-0.0163	2.9249
Si	1.8695	1.3232	2.8741
Si	5.7396	1.3095	2.9048
Si	9.6059	1.3583	2.9055
Si	-0.0783	5.4724	2.9305
Si	3.8054	5.4949	2.8643
Si	7.6859	5.4838	2.8756
Si	1.8515	6.8309	2.8937
Si	5.7577	6.8395	2.8699
Si	9.6008	6.8756	2.9289
Si	1.8196	2.6947	4.7804
Si	5.7306	2.6713	4.828
Si	9.5856	2.7204	4.848
Si	-0.0872	4.0857	4.875
Si	3.7985	3.9809	4.6596
Si	7.6441	4.0594	4.7413
Si	1.762	8.1565	4.8451
Si	5.7396	8.1936	4.7834
Si	9.5383	8.257	4.8843
Si	-0.1087	9.621	4.8257
Si	3.7451	9.4464	4.9119
Si	7.6082	9.6812	4.945
Si	-0.1631	0.0554	6.7833
Si	3.7017	-0.0758	6.8155
As	7.5392	0.0115	7.1157
Si	1.868	1.3727	6.7487
Si	5.5223	1.4076	6.8566
Si	9.4774	1.4577	6.8693
Si	-0.2033	5.3397	6.9157
Si	3.8085	5.4041	6.4626
As	7.5542	5.199	6.8098
Si	1.8193	6.6423	6.6733
As	5.7021	6.8768	6.7533
Si	9.4348	6.6834	6.6764
O	3.596	10.3486	8.4139
O	9.4439	2.4523	8.2279
O	3.8365	4.5952	7.9198
O	2.2666	2.3823	8.0424
O	9.182	7.5344	8.0677
O	-0.1951	9.729	7.9021
O	11.2407	4.4033	8.3177
O	4.998	2.2654	8.239
O	2.2311	7.5061	8.0345
O	2.0789	7.7218	23.2331
O	0.6384	10.0252	22.9661
O	12.3581	4.6897	22.9707
O	9.2925	2.4077	22.8875
O	4.7575	4.6334	23.285
O	5.8058	2.0029	23.0395
O	10.2412	1.7783	20.5488
O	3.3229	10.0377	23.0167
O	9.976	7.4435	22.7626
Si	-5.434	11.6629	15.2979
Si	3.0521	4.7652	11.1119
Si	9.9155	4.9017	14.0346
Si	-1.1409	11.526	16.0126
Si	3.5504	10.0518	10.0141
Si	8.6575	5.5283	11.1851
Si	10.184	3.5242	9.2327
Si	2.9655	7.3233	9.4635
Si	5.4154	-0.6825	19.9172
Si	5.8508	5.88	12.2113
Si	3.0283	7.4914	15.1
Si	0.1761	8.492	11.9284
Si	8.9815	6.734	21.655
Si	8.9211	2.4093	21.2691
Si	4.9707	-3.5733	20.1089
Si	8.3756	2.6903	15.2232
Si	7.6344	20.2116	14.9116
Si	13.0733	4.6869	21.4972
Si	5.9462	6.7602	15.1302
Si	-0.5272	12.2216	11.2158
Si	10.9234	9.7116	9.4557
Si	1.1686	5.7251	13.2356
Si	8.2017	5.2741	16.5429
Si	0.9901	8.4989	17.4096
Si	3.6228	3.1289	8.6053
Si	1.9167	11.1058	12.2702
Si	-2.163	4.7615	19.4314
Si	1.9949	9.185	22.5389
Si	3.7495	10.307	14.4626
Si	5.6474	8.195	10.31
Si	1.2498	0.7464	17.6722
Si	11.3932	2.6394	19.7564
Si	13.5745	7.4213	20.056
Si	16.2365	4.6411	21.6583
Si	8.5793	8.0927	9.4597
Si	9.7256	-0.5707	13.1767
Si	9.6319	-2.0383	17.075
Si	5.9842	1.9296	21.4325
Si	4.0919	11.3515	17.2452
Si	7.5696	8.4141	19.4627
O	7.7111	3.7516	16.2549
O	-0.2147	11.1618	10.0163
O	4.4596	5.1603	11.8184
O	6.9974	9.9512	19.583
O	11.5491	4.9763	14.0326
O	9.8235	11.6188	12.106
O	7.0955	10.4586	15.9071
O	6.9841	8.3296	9.412
O	3.574	10.3285	16.083
O	4.9016	8.9061	20.7244
O	6.4485	8.2223	14.6094
O	3.4528	8.7373	14.0937
O	1.9035	4.6083	12.2746
O	9.1514	4.5264	9.9985
O	-0.0129	8.4789	10.2965
O	9.406	1.8041	16.0957
O	8.8304	-2.4175	15.7084
O	9.8207	5.9984	20.4434
O	8.1108	-3.0293	20.9238
O	8.876	7.0548	10.6689
O	10.6857	3.846	18.8784
O	-4.0626	1.5791	21.0794
O	4.4208	6.8705	15.6987
O	8.1771	9.9742	13.5295
O	0.5797	12.4586	18.9202
O	5.1638	0.6744	20.7874
O	9.9298	-0.4376	17.1747
O	2.8968	11.2095	10.9502
O	5.0648	9.7055	10.5414
O	3.4853	7.1098	19.4828
O	12.3939	3.4143	20.7594
O	4.6024	10.4763	18.5143
O	2.7305	11.2929	13.662
O	6.034	5.7686	13.8304
O	4.6063	7.2818	9.4238
O	0.5785	6.9987	12.3929
O	5.2807	12.2573	16.5534
O	2.0432	7.9854	16.2894
O	13.5538	8.8091	20.9489
O	1.2413	9.6301	12.3838
O	9.2702	3.391	14.0479
O	2.6551	8.7008	10.2751
O	5.2229	10.964	14.1504
O	17.0697	3.412	20.9494
O	2.2791	17.2494	14.2708
O	2.4488	5.9766	10.1903
O	8.6911	5.3626	18.1049
O	-1.224	8.9817	12.6189
O	0.8015	12.2926	12.1651
O	8.7697	-2.5503	18.3624
O	3.3415	3.4305	10.1989
O	6.2721	-3.5053	19.0915
O	1.291	6.1601	20.8286
O	5.1801	6.0994	21.1304
O	10.4994	10.8306	14.5419
O	0.375	12.04	16.3359
O	5.8605	7.4555	11.7483
O	6.9078	-4.6989	16.3352
O	-3.0179	3.7962	20.4549
O	1.0607	7.611	18.7495
O	8.0561	5.6608	22.5435
O	9.3071	9.5433	9.6654
O	-0.7402	2.7208	10.4949
O	3.0606	4.377	21.3871
O	7.0912	16.0797	11.4513
O	9.4452	5.5269	12.6089
O	-2.2393	5.628	15.413
O	11.0809	-2.7426	16.8808
O	12.8544	10.0582	17.8367
O	2.786	12.2516	17.6201
O	7.1258	1.8427	14.6061

Results
free energy: -170022.989 eV
free energy less fixed offsets of As -4856.12, O -568.88, Si -635.61 eV per atom: 0.671 eV

Forces (eV/angstrom), in the order of the atoms: element, x, y, z
Si	0.0042	0.0393	0.0118
Si	-0.0129	0.0251	0.0219
As	0.0082	-0.0004	0.0039
As	-0.0072	-0.0183	0.0019
Si	0.0011	0.0024	-0.0094
Si	-0.0091	-0.0276	0.015
Si	0.0592	0.0348	0.0616
Si	-0.0118	0.0131	0.0237
Si	0.013	0.0153	0.0171
Si	-0.0229	-0.0106	0.0224
As	0.0203	-0.01	-0.0171
Si	-0.0224	-0.03	0.0194
Si	0.022	0.0048	-0.0154
Si	-0.002	0.0069	-0.0067
Si	-0.0065	0.0001	-0.011
Si	-0.0307	0.0077	-0.0196
Si	-0.0065	0.0034	-0.0096
Si	0.005	-0.0022	-0.0184
Si	0.0265	-0.0066	-0.0227
Si	-0.0177	0.0081	0.0135
Si	0.0305	0.0192	-0.0032
Si	-0.0319	-0.0145	0.0056
Si	-0.0131	0.0012	-0.0035
Si	-0.0082	-0.0046	-0.0159
Si	0.0026	0.0034	-0.0036
Si	0.0089	-0.0024	-0.0089
Si	0.0135	0.011	0.0113
Si	0.007	-0.01	0.0036
Si	-0.001	-0.0021	0.0075
Si	-0.0035	-0.0078	-0.0059
Si	0.004	0.0126	-0.001
Si	0.0147	0.0021	-0.0024
Si	-0.008	0.0006	0.0068
Si	-0.0108	0.0054	0.0046
Si	-0.0058	-0.0122	-0.0027
Si	0.0034	-0.0048	0.0026
Si	0.0637	0.1536	0.1036
Si	0.1151	0.1137	0.0523
Si	0.042	0.1424	-0.0685
Si	-0.0569	-0.0772	0.0217
Si	0.0431	-0.0233	0.192
Si	0.0874	0.0332	-0.3896
Si	-0.0269	-0.0022	0.2532
Si	0.1134	-0.0224	0.1109
Si	-0.0189	-0.0628	-0.1769
Si	0.0271	0.041	-0.1254
Si	0.0899	-0.0573	0.0126
Si	0.094	-0.051	0.0333
Si	-0.022	0.0298	0.0269
Si	-0.0019	0.0687	0.0849
Si	0.0156	0.0725	0.0394
Si	-0.0134	0.0032	-0.0291
Si	-0.0021	-0.0285	-0.012
Si	-0.0007	-0.1104	-0.0334
Si	0.0141	0.0993	-0.0266
Si	0.0161	-0.0514	-0.0305
Si	-0.0118	0.1033	-0.109
Si	0.0022	0.0332	0.0803
Si	-0.0072	0.038	0.0082
Si	0.0071	-0.1008	0.0284
Si	0.0072	-0.0412	0.0492
Si	-0.11	-0.097	0.2368
Si	-0.0632	0.0334	0.0541
Si	-0.1386	0.0104	0.1927
Si	-0.0499	0.0627	-0.1875
Si	0.0208	-0.062	-0.1247
Si	-0.0812	-0.0028	-0.03
Si	-0.0196	0.058	-0.2348
Si	-0.0287	0.0561	-0.0386
Si	-0.0743	-0.1447	-0.15
Si	-0.056	-0.098	0.2369
Si	-0.0214	-0.1111	0.1332
Si	-0.0026	0.0118	-0.0068
Si	-0.0005	0.0091	-0.0113
Si	0.0028	0.0095	-0.002
Si	-0.0047	-0.0073	-0.0049
Si	-0.0036	-0.0013	0.002
Si	0.0091	-0.0071	0.0018
Si	0.005	0.0089	0.0059
Si	0.0004	-0.0064	-0.0045
Si	-0.0109	0.0088	-0.0098
Si	-0.0008	-0.0108	-0.0144
Si	0.0016	-0.0058	-0.0025
Si	-0.0058	-0.0028	-0.0081
Si	0.0238	0.0065	0.0312
Si	-0.0073	0.0059	-0.0006
Si	-0.0116	0.0136	0.0121
Si	-0.004	-0.008	0.0092
Si	-0.0103	-0.0097	0.0012
Si	0.0128	-0.0179	0.0018
Si	-0.0077	0.0002	0.015
Si	-0.013	0.0001	-0.0072
Si	0.036	0.0017	0.0078
Si	-0.0172	-0.0034	0.0135
Si	0.0159	-0.0013	0.0219
Si	-0.0024	0.0049	0.0097
Si	0.0098	0.0139	-0.0016
Si	-0.0175	0.0026	-0.0155
As	-0.0004	0.0008	-0.0041
Si	0.003	0.0045	-0.026
Si	0.0004	-0.0026	0.0008
Si	0.005	-0.0078	-0.0192
Si	0.0155	0.0269	-0.0161
Si	-0.0189	-0.0081	-0.002
As	-0.0091	0.0057	0.0108
Si	-0.0026	-0.0235	-0.0054
As	0.0026	-0.0012	0.0079
Si	0.0027	-0.011	-0.0014
O	0.0039	-0.0134	0.0197
O	0.0032	0.0165	0.0156
O	0.0052	-0.0086	0.0019
O	0.0232	0.0112	0.0085
O	-0.0106	0.0062	-0.0035
O	-0.0072	-0.0115	0.0077
O	-0.0137	-0.0177	0.015
O	-0.014	0.0067	0.0006
O	0.0182	0.0099	0.0215
O	0.0028	0.0128	-0.0183
O	0.0172	-0.0285	-0.0181
O	-0.0164	-0.0383	-0.0655
O	-0.0046	0.026	-0.0417
O	0.014	-0.0145	-0.0182
O	0.0078	-0.0044	-0.0001
O	-0.0052	0.0028	0.0091
O	0.0003	-0.0109	-0.0188
O	-0.0079	0.0029	-0.0217
Si	-0.0017	0.0034	-0.0002
Si	0.0027	-0.006	0.0017
Si	-0.0024	0.0028	-0.0008
Si	0.0017	-0.0014	-0.0034
Si	0.0014	0.0065	0.0009
Si	0.0046	-0.0021	0.0037
Si	0.0026	0.0065	-0.005
Si	-0.0234	-0.0077	-0.0043
Si	-0.0028	0.0036	-0.0038
Si	0.0066	-0.002	0.0044
Si	0.001	-0.0019	-0.0011
Si	-0.0004	-0.0029	0.0046
Si	-0.0013	-0.0008	0.0053
Si	0.0052	-0.0099	0.0121
Si	0.0001	-0.0028	-0.0076
Si	-0.0005	0.0008	-0.0012
Si	0.0019	-0.0042	0.0002
Si	0.0012	0.0056	0.0065
Si	0.0016	-0.0018	0.0003
Si	0.0006	0.0054	0.0011
Si	-0.0017	-0.0014	-0.0037
Si	0.0004	-0.0009	0.0034
Si	0.0018	0.0037	0.0012
Si	0	-0.0017	-0.0031
Si	-0.0098	-0.0026	-0.0105
Si	0.0041	-0.0009	0.0075
Si	-0.0019	-0.0005	-0.0079
Si	-0.011	-0.0041	0.0083
Si	-0.0012	0.0031	-0.0032
Si	0.0071	0.0062	0.0034
Si	-0.0012	-0.0011	-0.0056
Si	0.0001	0.0005	-0.0081
Si	-0.0033	0.0087	0.0022
Si	-0.0106	-0.0127	-0.0084
Si	0.004	0.0051	-0.0009
Si	0.0041	-0.0002	0.0028
Si	-0.004	-0.0048	-0.0048
Si	-0.007	0.0084	0.0062
Si	0.0034	-0.002	-0.0007
Si	-0.001	-0.002	-0.0032
O	0.0004	-0.0007	-0.0009
O	0.0011	0.0076	-0.0003
O	0.0025	0.0049	-0.0076
O	0.001	0.0006	0.0049
O	-0.0004	-0.0002	-0.0014
O	-0.0037	-0.0044	-0.0025
O	0.0003	0.0006	-0.0001
O	-0.0038	0.0004	-0.0029
O	0	-0.0015	-0.0018
O	0.0011	-0.0001	0.0064
O	0.0003	0.0006	-0.0022
O	-0.0014	-0.0019	-0.0005
O	-0.0026	0.0013	-0.0024
O	-0.004	0.0046	-0.0007
O	0.0042	-0.0047	-0.0017
O	-0.0011	0.0002	0.0005
O	0.0003	0.0022	-0.0001
O	0.0054	-0.0058	-0.0062
O	-0.0037	0.0087	-0.0068
O	-0.0008	-0.0074	-0.0033
O	-0.0013	0.0023	0.0015
O	0.0072	0.0047	0.002
O	0.0008	-0.0006	0.0006
O	-0.0014	0.0002	-0.0044
O	0.0047	-0.0059	0.0025
O	0.0039	-0.0072	-0.0008
O	0.0005	0.0025	0.0005
O	-0.0031	0.001	-0.0034
O	0.0008	-0.0008	-0.0098
O	0	0.0007	0.0025
O	-0.0014	-0.0127	-0.0062
O	-0.0025	0.0027	-0.0016
O	0.0042	-0.002	0.0021
O	-0.0017	0.0031	-0.0024
O	0.0073	-0.0021	-0.0118
O	0.0034	-0.003	-0.0045
O	-0.0002	0.0015	0.001
O	0.0018	-0.0006	-0.0021
O	-0.0026	-0.0148	-0.0121
O	0.0014	0.0044	-0.0038
O	0.0005	-0.0018	-0.0031
O	0.0002	-0.0009	-0.0095
O	-0.0007	-0.0013	-0.0034
O	-0.0016	0.0006	0.0021
O	0.0016	0.0015	-0.0001
O	0.0108	0.0022	-0.0086
O	-0.0019	0.0011	-0.0006
O	-0.0032	0.004	-0.0043
O	0.003	-0.0007	-0.0033
O	0.0041	0.0035	-0.0001
O	-0.0035	0.0112	0.009
O	0.0011	-0.0014	0.0023
O	0.0049	0.0017	-0.001
O	0.0011	0.0075	-0.0022
O	0.0002	0.001	0.0002
O	-0.0019	0.001	-0.0003
O	0.0037	-0.0113	0.0013
O	-0.0012	0.0001	-0.0035
O	-0.0001	0.0053	0.0056
O	-0.0029	0.0022	-0.0029
O	0.0056	-0.0054	-0.0131
O	0.002	0.0006	-0.0073
O	0.0045	-0.0093	0.0016
O	0.0039	0.0095	0.0138
O	-0.0103	0.0059	-0.0032
O	0.0036	-0.0024	0.0025
O	0.002	-0.0017	-0.0007
O	-0.0006	0.0002	0.0024
O	0.0006	0.0021	0.0031
O	0.0014	0.0011	0.0023
O	0.0003	-0.0012	-0.0016

The program warned: the cutoff lies below the one the program advises for these potential files; the forces do not sum to zero within the program's tolerance; the exchange-correlation potential is rough where the density is thin.
